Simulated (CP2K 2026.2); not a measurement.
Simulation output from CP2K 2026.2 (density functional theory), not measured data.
Periodic cell of 504 atoms, Si360O144, from a study of silicon, its oxide and their interface. The atomic structure is a simulated model.
Doubt: the forces sum to 1.39 eV/angstrom along one axis rather than to zero, so they err by at least 0.0028 eV/angstrom per atom on average; the grid cutoff is modest.

Settings
functional: PBE
method: Gaussian and plane waves
basis set: DZVP-MOLOPT-SR-GTH
pseudopotentials: GTH-PBE
grid cutoff: 300 Ry, relative cutoff 40 Ry
k points: Gamma only
occupations: fixed
spin: none
net charge: 0

Cell vectors (angstrom)
a	16.32	0	0
b	0	16.32	0
c	2.0941	6.8015	33.3259

Atoms and the computed forces on them: element, x, y, z (angstrom), force x, y, z (eV/angstrom)
Si	1.785	-1.669	0.057	-0.236	0.097	0.816
Si	4.304	1.054	0.182	-0.037	0.154	0.75
Si	0.993	4.403	0.122	0.015	-0.029	0.789
Si	4.278	6.38	-0.002	-0.052	0.283	0.767
Si	1.075	-6.49	0.007	0.175	-0.143	0.761
Si	3.991	-3.874	0.179	0.072	-0.224	0.714
Si	6.542	-1.113	0.262	0.114	-0.028	0.697
Si	9.738	1.163	-0.006	-0.162	0.175	0.774
Si	6.608	4.256	0.086	0.181	-0.14	0.782
Si	9.417	6.972	-0.069	0.161	-0.199	0.75
Si	7.181	9.163	0.045	-0.212	0.042	0.853
Si	-6.554	-4.416	-0.135	-0.16	0.292	0.708
Si	-4.39	-1.083	0.05	0.074	-0.16	0.797
Si	-1.692	1.591	0.197	0.074	-0.03	0.792
Si	-3.865	3.786	0.128	-0.069	0.192	0.804
Si	-1.161	6.709	-0.112	-0.222	0.129	0.7
Si	-4.167	-6.458	0.142	-0.066	-0.215	0.714
Si	-1.197	-4.319	0.126	0.01	0.255	0.754
Si	2.751	-0.073	1.483	-0.022	0	-0.054
Si	5.438	2.704	1.402	0.001	0.03	-0.045
Si	2.674	5.419	1.414	-0.014	0.009	-0.059
Si	5.445	8.07	1.221	-0.013	-0.024	-0.06
Si	2.717	-5.447	1.347	-0.004	0.004	-0.044
Si	5.454	-2.709	1.546	-0.012	-0.008	-0.038
Si	8.173	0.07	1.408	0.061	0.012	-0.042
Si	-5.438	2.658	1.426	0.009	-0.046	-0.053
Si	8.217	5.442	1.315	-0.013	0.042	-0.047
Si	-5.373	8.173	1.28	-0.032	0.007	-0.053
Si	8.245	10.812	1.323	0.003	0.003	-0.046
Si	-5.529	-2.733	1.26	-0.025	-0.036	-0.043
Si	-2.826	0.003	1.45	-0.031	-0.007	-0.041
Si	-0.069	2.758	1.409	0.005	-0.018	-0.069
Si	-2.705	5.49	1.259	0.016	-0.025	-0.043
Si	-0.024	8.21	1.315	0.023	-0.004	-0.041
Si	-2.707	-5.368	1.559	0.006	0.012	-0.009
Si	0.041	-2.705	1.291	0.032	0.025	-0.063
Si	1.337	1.362	2.709	0.001	0.014	0.005
Si	4.03	4.03	2.748	0.018	0.004	0.027
Si	1.363	6.87	2.711	-0.036	0.01	0.019
Si	4.109	9.465	2.624	0.009	-0.005	-0.007
Si	1.359	-4.077	2.728	0.003	0.009	0.017
Si	4.089	-1.373	2.898	0.006	0.01	0.044
Si	6.831	1.414	2.783	-0.014	-0.005	0.034
Si	9.526	4.075	2.709	-0.007	0	-0.007
Si	6.806	6.777	2.682	0.014	0.008	0.029
Si	9.594	9.498	2.719	-0.01	0.01	0.039
Si	6.87	12.173	2.713	0.007	-0.023	0.006
Si	-6.842	-1.397	2.71	0.014	-0.004	0.033
Si	-4.134	1.334	2.851	0.011	0.015	0.031
Si	-1.401	4.145	2.743	-0.031	-0.01	0.059
Si	-4.064	6.799	2.663	0.012	-0.004	-0.022
Si	-1.371	-6.836	2.781	0.024	-0.009	0.014
Si	-4.119	-3.966	2.75	-0.024	0.042	0.02
Si	-1.345	-1.356	2.674	-0.008	-0.029	0.004
Si	-0.019	0.006	4.068	0.001	-0.001	-0.004
Si	2.693	2.687	4.111	0.021	-0.004	-0.001
Si	0	5.484	4.076	0.015	-0.026	-0.032
Si	2.749	8.183	4.067	-0.014	-0.005	-0.002
Si	0.007	-5.448	4.093	0.007	0.029	-0.022
Si	2.696	-2.756	4.154	-0.019	0.006	-0.013
Si	5.479	0.03	4.148	-0.007	-0.02	-0.001
Si	8.177	2.76	4.126	-0.007	-0.025	-0.013
Si	5.435	5.42	4.056	0.007	0.011	-0.029
Si	8.17	8.152	4.052	-0.011	0.011	-0.043
Si	5.455	10.826	4.028	-0.022	0.01	-0.012
Si	8.162	-2.756	4.1	0.016	0.033	-0.009
Si	-5.49	-0.057	4.132	-0.005	-0.005	-0.02
Si	-2.741	2.752	4.115	-0.003	0.014	-0.034
Si	-5.426	5.445	4.045	0.002	0.006	-0.007
Si	-2.737	8.125	4.098	0.015	0.001	0
Si	-5.418	-5.419	4.087	0.003	-0.03	-0.019
Si	-2.706	-2.671	4.092	-0.018	0.001	-0.007
Si	1.357	-1.345	16.307	0.007	0.008	0
Si	4.055	1.365	16.287	-0.008	-0.008	-0.003
Si	1.34	4.082	16.32	0	0.001	0.005
Si	4.065	6.782	16.276	-0.001	-0.004	-0.002
Si	1.34	-6.801	16.267	-0.001	0.007	-0.002
Si	4.094	-4.087	16.284	0.004	-0.002	0.002
Si	6.816	-1.369	16.297	0.002	0.006	0.004
Si	-6.777	1.363	16.349	-0.001	-0.006	0.006
Si	6.805	4.09	16.303	-0.009	0.011	0.004
Si	-6.797	6.801	16.335	0.003	-0.005	0.005
Si	6.809	9.51	16.31	0.013	0.004	0.007
Si	-6.798	-4.094	16.308	-0.007	-0.003	0.006
Si	-4.069	-1.334	16.326	0.008	0.004	-0.003
Si	-1.373	1.37	16.314	0.011	-0.008	-0.004
Si	-4.076	4.087	16.353	0.012	-0.007	0.007
Si	-1.384	6.793	16.33	-0.017	-0.003	-0.001
Si	-4.076	9.521	16.326	-0.006	0.007	0.005
Si	-1.364	-4.074	16.305	-0.002	0.001	0.001
Si	2.722	0.006	17.67	-0.016	0.015	0.034
Si	5.405	2.743	17.619	0.006	-0.012	0.009
Si	2.698	5.458	17.665	-0.017	0.007	0.012
Si	5.438	8.119	17.618	0.002	-0.007	0.03
Si	2.679	-5.421	17.6	0.012	-0.01	0.022
Si	5.471	-2.745	17.644	-0.011	-0.004	0.007
Si	8.181	-0.032	17.671	0.021	-0.028	0.039
Si	-5.413	2.721	17.73	0	0.015	0.01
Si	8.158	5.439	17.686	-0.01	0.006	0.031
Si	-5.444	8.175	17.695	0.032	0	0.003
Si	8.171	10.865	17.686	0.008	-0.003	0.004
Si	-5.435	-2.718	17.637	-0.009	0.027	0.012
Si	-2.717	0.033	17.709	-0.006	-0.012	-0.001
Si	-0.026	2.721	17.676	-0.008	-0.012	0.029
Si	-2.758	5.476	17.733	0.004	0.016	0.025
Si	0.019	-8.18	17.644	-0.005	0.018	0.001
Si	-2.671	-5.474	17.672	-0.008	-0.001	0.014
Si	-0.044	-2.667	17.655	-0.006	-0.007	0.013
Si	1.344	1.366	19.034	-0.007	-0.012	-0.045
Si	4.064	4.106	18.998	0.022	-0.017	0.004
Si	1.34	6.8	19.053	0.007	-0.004	0.003
Si	4.014	-6.849	18.888	-0.013	-0.002	-0.042
Si	1.322	-4.037	18.952	0.013	-0.015	-0.04
Si	4.109	-1.391	18.979	-0.007	0.004	-0.038
Si	6.766	1.364	18.925	-0.002	-0.011	-0.034
Si	-6.773	4.113	19.058	0.019	0.021	-0.034
Si	6.773	6.784	19.043	-0.012	0.009	-0.038
Si	-6.803	9.51	19.072	-0.012	-0.016	-0.009
Si	6.811	-4.101	19.038	-0.004	0.03	0.008
Si	9.532	-1.42	19.06	-0.011	-0.016	-0.043
Si	-4.067	1.351	19.12	-0.023	0.013	0.021
Si	-1.384	4.089	19.045	0.006	-0.006	-0.038
Si	-4.108	6.872	19.123	0.023	-0.019	-0.02
Si	-1.293	-6.853	19.039	-0.025	0.009	-0.029
Si	-4.032	-4.06	18.949	0.008	-0.006	-0.042
Si	-1.345	-1.29	19.085	0.041	0.003	0.01
Si	0.01	0.054	20.501	0.02	0.026	0.088
Si	2.721	2.762	20.344	-0.028	-0.028	0.034
Si	0.014	5.417	20.417	0.009	-0.039	0.061
Si	2.727	8.159	20.367	0.023	-0.003	0.068
Si	0.069	-5.445	20.338	0.017	-0.015	0.066
Si	2.67	-2.69	20.308	-0.006	0.034	0.045
Si	5.489	-0.029	20.305	0	-0.008	0.035
Si	8.127	2.692	20.272	0.009	0.02	0.038
Si	5.396	5.404	20.416	0.009	0.032	0.016
Si	8.084	8.2	20.431	-0.003	-0.006	0.081
Si	5.336	-5.486	20.217	-0.005	0.006	0.038
Si	8.194	-2.823	20.469	0.044	-0.019	0.058
Si	-5.422	-0.06	20.45	-0.017	-0.044	0.06
Si	-2.754	2.782	20.469	-0.022	0.011	0.053
Si	-5.539	5.566	20.493	-0.06	0.016	0.025
Si	-2.616	-8.177	20.486	0.005	-0.055	0.046
Si	-5.348	-5.438	20.306	0	-0.008	0.058
Si	-2.704	-2.705	20.359	0.001	0.019	0.069
Si	1.705	-1.073	21.728	-0.344	-0.169	-0.754
Si	3.927	1.176	21.541	0.164	0.154	-0.785
Si	1.237	3.921	21.764	0.199	0.173	-0.775
Si	4.265	7.009	21.723	-0.158	-0.218	-0.754
Si	1.662	-6.544	21.683	-0.146	-0.088	-0.72
Si	3.809	-4.308	21.51	-0.003	0.043	-0.789
Si	7.044	-1.161	21.662	-0.133	-0.205	-0.789
Si	-7.112	1.106	21.579	0.137	-0.003	-0.75
Si	6.977	4.179	21.653	-0.26	-0.127	-0.719
Si	-7.263	6.604	21.847	0.376	0.27	-0.652
Si	6.386	-7.014	21.609	0.16	0.069	-0.773
Si	9.85	-3.994	21.743	-0.273	-0.063	-0.723
Si	-4.302	-1.702	21.754	0.121	0.246	-0.725
Si	-1.062	1.766	21.751	-0.108	-0.22	-0.83
Si	-3.974	4.382	21.738	-0.083	-0.173	-0.759
Si	-1.567	6.442	21.807	0.167	0.306	-0.755
Si	-3.699	-6.453	21.619	-0.075	-0.206	-0.799
Si	-1.471	-4.246	21.603	0.118	0.133	-0.734
Si	-6.331	1.419	24.424	0.1	0.047	0.029
Si	-3.511	5.188	-4.562	-0.104	-0.081	0.06
Si	0.498	-3.148	-4.68	-0.138	0.136	0.011
Si	1.612	3.838	-2.775	0.088	0.049	0.037
Si	1.541	-0.685	-2.942	0.149	-0.025	0.043
Si	-0.655	-1.249	-6.828	0.016	-0.013	0.011
Si	-5.433	4.127	24.537	-0.023	0.1	-0.034
Si	6.067	-6.796	-7.074	0.011	-0.008	0.118
Si	5.069	-2.508	-4.552	0.074	-0.007	-0.145
Si	-0.765	-5.734	-4.206	-0.016	-0.066	0.114
Si	2.733	-6.988	-2.57	0.058	0.062	0.001
Si	-4.713	6.64	25.906	-0.074	-0.065	0.047
Si	4.528	5.384	-5.325	-0.038	-0.062	0.015
Si	5.118	0.149	-6.199	0.119	-0.006	-0.012
Si	3.099	5.211	23.99	-0.097	0	-0.123
Si	-0.698	6.681	24.855	0.023	0.001	-0.176
Si	0.738	3.857	-6.832	0.004	-0.021	-0.031
Si	5.565	-2.887	23.763	0.074	-0.044	-0.128
Si	-7.257	-3.645	-3.175	-0.019	-0.155	0.086
Si	-1.538	0.599	24.581	0.065	0.047	-0.047
Si	-5.624	5.049	-2.205	-0.022	0.031	0.133
Si	-4.825	4.576	-7.024	-0.073	-0.053	-0.042
Si	7.116	6.646	-6.636	-0.102	-0.057	0.039
Si	-3.209	-5.516	-6.042	-0.126	-0.067	0.033
Si	-0.598	-4.04	24.517	0.039	-0.02	-0.172
Si	-4.498	-0.407	-6.082	0.031	-0.134	0.147
Si	6.766	-5.643	24.42	-0.092	0.029	-0.095
Si	3.563	1.515	-2.76	-0.008	-0.101	0.101
Si	-7.947	2.996	-2.22	0.069	-0.058	0.144
Si	7.115	-1.456	-2.618	-0.016	-0.039	0.062
Si	-1.087	0.012	-2.447	-0.025	-0.062	0.094
Si	-6.47	6.936	-6.143	0.114	0.113	0.01
Si	-4.387	-3.193	-4.501	-0.017	0.091	0.028
Si	-2.407	-7.628	-2.249	0.094	-0.109	0.033
Si	0.75	-6.911	24.604	0.017	0.013	-0.144
Si	3.148	6.471	-2.967	0.056	0.001	0.096
Si	0.662	-7.321	-6.497	-0.058	0.055	0.012
Si	-6.76	-5.162	24.687	0.068	0.054	-0.149
Si	5.352	-5.744	-1.915	0.006	0.036	0.101
Si	-2.578	-2.576	-2.046	-0.079	0.055	0.093
Si	-4.116	-0.741	24.63	-0.04	-0.078	-0.036
Si	6.554	1.278	-3.787	-0.036	-0.082	-0.07
Si	6.699	-4.943	-4.624	0.094	0.054	-0.032
Si	-3.991	8.003	-4.841	-0.018	0.085	0.025
Si	3.461	2.758	-6.42	0.114	0.023	-0.092
Si	-2.054	0.901	-4.989	0.018	-0.197	0.056
Si	-4.305	-6.981	24.63	0.032	0.13	-0.001
Si	-0.955	3.761	-4.452	0.013	0.045	0.095
Si	3.36	-5.89	-7.119	-0.075	-0.039	-0.046
Si	5.234	2.886	23.837	0	-0.002	-0.13
Si	2.923	-4.58	-4.574	0.01	0	0.043
Si	0.723	-1.484	24.662	0.125	0.109	-0.006
Si	2.096	6.496	-7.051	0.012	-0.042	-0.031
Si	-7.317	6.377	24.822	-0.018	0.007	-0.07
Si	1.333	-1.357	5.456	-0.009	0.004	-0.008
Si	4.077	1.362	5.478	0.005	0.004	-0.001
Si	1.346	4.092	5.433	-0.01	0.005	0.001
Si	4.087	6.793	5.42	0.004	0.001	-0.004
Si	1.385	9.53	5.444	0.012	-0.002	-0.011
Si	4.1	12.191	5.433	0.012	-0.008	-0.005
Si	6.816	-1.378	5.465	-0.01	-0.005	0.003
Si	9.503	1.351	5.468	-0.002	-0.013	0.001
Si	6.791	4.097	5.458	-0.01	0.01	0.001
Si	9.526	6.797	5.416	-0.004	-0.013	-0.007
Si	6.808	9.499	5.423	0.003	0.003	-0.009
Si	-6.79	12.226	5.461	0.01	0.009	-0.007
Si	-4.072	-1.353	5.478	0.006	0.008	0.003
Si	-1.366	1.374	5.441	0.005	0.003	-0.003
Si	-4.099	4.1	5.458	-0.009	-0.007	-0.001
Si	-1.363	6.799	5.463	-0.006	-0.002	-0.005
Si	-4.073	-6.796	5.44	-0.004	0.014	0.004
Si	-1.369	-4.08	5.435	0.003	-0.008	-0.014
Si	2.711	-0.009	6.814	0.013	-0.003	0.003
Si	5.436	2.732	6.819	-0.002	-0.007	0
Si	2.72	5.443	6.789	0.014	-0.008	-0.002
Si	5.446	8.147	6.79	-0.005	0.003	-0.002
Si	2.738	10.868	6.818	-0.008	0.001	-0.001
Si	5.44	-2.743	6.797	-0.006	0.011	-0.001
Si	8.158	-0.009	6.83	0.001	0.003	-0.003
Si	10.873	2.72	6.81	0.005	0.001	-0.001
Si	8.167	5.45	6.799	-0.013	0.001	0.001
Si	-5.445	8.162	6.787	-0.002	0.012	-0.009
Si	-8.167	10.867	6.798	-0.007	0.01	-0.001
Si	-5.428	-2.732	6.819	0.011	-0.015	0.001
Si	-2.72	0.021	6.818	-0.02	0.006	0.001
Si	-0.002	2.728	6.801	-0.004	0	-0.004
Si	-2.725	5.443	6.817	0.01	-0.005	0.002
Si	0.01	8.168	6.796	-0.001	0.003	0.002
Si	-2.715	-5.442	6.804	0.009	-0.011	0.003
Si	-0.019	-2.721	6.808	-0.002	0.012	-0.002
Si	1.357	1.365	8.162	0.005	0.004	-0.003
Si	4.074	4.091	8.166	0.009	0.002	0.004
Si	1.361	6.8	8.155	-0.002	0.002	-0.006
Si	4.092	9.502	8.165	-0.005	0.006	0.007
Si	1.362	-4.079	8.155	0.01	0.002	-0.001
Si	4.079	-1.376	8.157	-0.01	-0.013	-0.004
Si	6.792	1.359	8.171	-0.014	-0.014	0.006
Si	9.513	4.081	8.163	-0.006	-0.011	0
Si	6.804	6.8	8.162	0.007	0.004	0.002
Si	-6.804	9.513	8.157	0	-0.006	0.001
Si	6.803	-4.089	8.162	-0.004	0	-0.001
Si	-6.789	-1.366	8.174	0.005	0.017	0.001
Si	-4.084	1.372	8.174	0.014	0.013	0.003
Si	-1.365	4.078	8.166	-0.012	-0.009	0.009
Si	-4.086	6.81	8.159	-0.001	-0.001	0.002
Si	-1.351	-6.797	8.16	0.007	0.016	0
Si	-4.074	-4.091	8.173	-0.009	-0.001	0.005
Si	-1.368	-1.356	8.169	0.002	-0.003	-0.001
Si	-0.003	0.004	9.521	-0.003	0.003	0.001
Si	2.718	2.723	9.521	0.003	0.002	0.003
Si	-0.003	5.443	9.515	0.01	-0.003	-0.005
Si	2.721	8.153	9.521	0.01	-0.003	0.003
Si	0.005	-5.437	9.52	-0.007	-0.006	-0.001
Si	2.717	-2.723	9.52	0.002	0.008	0.004
Si	5.435	-0.009	9.52	-0.005	0.006	0
Si	8.157	2.72	9.525	0.001	0	0.004
Si	5.442	5.442	9.522	-0.005	-0.004	0.001
Si	-8.157	8.156	9.522	-0.012	0.007	-0.002
Si	5.445	-5.448	9.52	0.001	0.005	0.003
Si	-8.158	-2.726	9.522	-0.005	-0.008	-0.005
Si	-5.438	0.003	9.53	0.004	-0.006	-0.004
Si	-2.724	2.726	9.53	-0.006	-0.006	0.004
Si	-5.442	5.443	9.517	0.001	-0.002	-0.003
Si	-2.72	-8.155	9.515	0	0.007	-0.001
Si	-5.443	-5.449	9.521	0.008	0	-0.002
Si	-2.722	-2.719	9.528	-0.003	0.005	0.003
Si	1.359	-1.356	10.876	0.008	-0.002	-0.002
Si	4.078	1.357	10.876	0	-0.011	0
Si	1.354	4.083	10.875	-0.003	-0.005	0.001
Si	4.079	6.797	10.881	0.002	0	0.003
Si	1.36	9.517	10.878	0.005	0.008	-0.001
Si	4.081	-4.084	10.873	-0.006	-0.007	-0.004
Si	6.802	-1.363	10.88	0	0.003	-0.003
Si	9.519	1.362	10.886	0.001	0	-0.002
Si	6.799	4.08	10.884	-0.009	-0.003	0.002
Si	-6.8	6.795	10.882	-0.001	0.001	-0.001
Si	-9.513	9.517	10.878	0.003	0.001	0.003
Si	-6.797	-4.083	10.881	-0.004	0.002	0
Si	-4.079	-1.357	10.888	-0.002	0.002	0.004
Si	-1.366	1.36	10.881	0.001	0.003	-0.002
Si	-4.085	4.087	10.882	0.008	-0.002	-0.002
Si	-1.365	6.802	10.875	-0.007	-0.003	0
Si	-4.081	-6.804	10.88	-0.003	0.007	-0.001
Si	-1.357	-4.079	10.881	0.007	0.003	-0.003
Si	2.716	0.005	12.237	0	0.006	0.007
Si	5.442	2.712	12.238	-0.004	-0.002	-0.004
Si	2.713	5.439	12.236	0.006	-0.006	0.003
Si	5.446	8.156	12.232	-0.002	0.012	-0.002
Si	2.722	10.879	12.232	0.011	0.009	0.004
Si	5.439	-2.723	12.234	-0.005	-0.004	-0.002
Si	8.163	-0.003	12.244	-0.004	0.004	0.004
Si	10.878	2.727	12.242	0.004	-0.001	-0.008
Si	8.163	5.436	12.245	-0.003	-0.006	0
Si	-5.436	8.151	12.24	0	-0.001	-0.003
Si	-8.152	10.873	12.237	-0.005	0.004	-0.004
Si	-5.441	-2.717	12.241	0.006	-0.001	-0.007
Si	-2.721	0.005	12.247	0.004	-0.001	0
Si	-0.01	2.726	12.232	0	-0.004	-0.002
Si	-2.725	5.445	12.24	-0.002	-0.003	0.002
Si	-0.008	8.161	12.235	0.003	0.001	-0.003
Si	-2.726	-5.436	12.235	-0.006	-0.007	-0.007
Si	0	-2.715	12.236	-0.009	0.004	0.006
Si	1.346	1.366	13.587	-0.002	0.005	0
Si	4.074	4.072	13.585	-0.001	-0.004	-0.005
Si	1.344	6.795	13.593	0.002	0.003	0.004
Si	4.084	9.516	13.583	0.004	-0.009	-0.002
Si	1.365	-4.074	13.588	0.007	-0.015	-0.006
Si	4.081	-1.356	13.59	-0.002	0.003	0
Si	6.806	1.359	13.605	0	-0.002	-0.001
Si	9.521	4.078	13.611	0.006	-0.007	0.001
Si	6.805	6.803	13.596	-0.01	-0.002	0.004
Si	-6.791	9.514	13.597	0.001	0.002	-0.001
Si	6.804	-4.086	13.585	0.003	-0.004	-0.004
Si	9.53	-1.356	13.606	-0.005	-0.001	0.001
Si	-4.078	1.375	13.601	-0.009	0.001	-0.008
Si	-1.368	4.083	13.596	0.005	-0.008	-0.005
Si	-4.086	6.793	13.609	0.012	0	0
Si	-1.375	9.519	13.592	-0.018	0.021	-0.006
Si	-4.083	-4.076	13.598	-0.006	0.016	-0.002
Si	-1.362	-1.36	13.6	0.012	-0.005	0.002
Si	-0.008	0.01	14.953	-0.003	0.002	0.003
Si	2.697	2.73	14.944	0.005	-0.015	0.003
Si	-0.02	5.44	14.963	-0.008	-0.009	-0.003
Si	2.715	8.159	14.929	0.014	0.018	-0.002
Si	-0.013	-5.428	14.93	0.002	-0.005	0.002
Si	2.722	-2.712	14.95	0	-0.001	0.007
Si	5.44	-0.001	14.954	-0.001	0.005	0.002
Si	8.172	2.711	14.973	-0.008	0	0.003
Si	5.439	5.43	14.933	-0.002	-0.009	0
Si	8.174	8.156	14.958	-0.001	0.003	0
Si	5.451	10.867	14.94	-0.008	0.003	0.002
Si	8.166	-2.732	14.944	-0.001	0.002	0.002
Si	-5.43	0.018	14.963	0.013	0.005	0.001
Si	-2.727	2.737	14.966	0.007	0.003	-0.004
Si	-5.441	5.433	14.979	-0.004	-0.002	0.003
Si	-2.728	8.157	14.962	0.003	0.003	-0.002
Si	-5.432	-5.446	14.955	0.008	0.005	-0.004
Si	-2.729	-2.712	14.959	-0.014	-0.015	-0.003
O	4.705	-2.242	24.957	-0.042	0.523	0.104
O	5.702	-5.308	-3.407	-0.497	-0.135	-0.244
O	-2.784	5.417	22.161	-0.023	0.087	0.014
O	0.463	-3.002	25.161	0.485	-0.293	0.606
O	3.643	6.471	23.131	-0.254	0.006	0.46
O	2.752	-5.399	22.138	-0.035	0.24	0.252
O	-4.493	5.107	25.411	0.616	-0.228	0.249
O	-1.06	0.788	-1.054	0.314	-0.089	0.138
O	-1.863	-5.242	-5.252	-0.001	0.288	-0.492
O	2.831	0.069	21.998	0.061	-0.121	0.567
O	1.621	-7.101	-1.403	0.023	-0.049	-0.043
O	-6.596	1.888	22.905	0.012	0.421	0.07
O	4.512	1.788	22.916	0.086	-0.261	0.389
O	-7.988	6.927	-5.605	0	0.062	0.534
O	-2.169	4.646	-3.85	0.193	0.14	0.288
O	-2.064	-3.813	-1.155	-0.192	-0.234	-0.268
O	4.834	-4.461	-1.085	0.111	0.055	-0.401
O	6.41	-1.724	23.05	0.362	0.078	0.428
O	-3.556	-8.049	-3.308	-0.394	0.154	-0.025
O	-8.135	-5.868	25.133	0.025	-0.289	0.374
O	-7.1	7.159	23.398	0.067	0.396	0.163
O	7.229	3.623	-1.269	-0.056	0.029	-0.425
O	2.095	-6.642	25.451	0.284	-0.369	-0.037
O	3.548	1.58	-1.15	-0.293	0.33	0.121
O	-8.049	8.063	-0.504	0.01	0.017	-0.329
O	-3.633	-1.283	23.181	0.536	0.124	-0.065
O	7.225	-1.793	-1.048	0.204	-0.411	-0.023
O	5.458	5.316	-0.386	-0.033	-0.04	-0.319
O	-3.225	6.635	-5.255	0.335	-0.059	-0.779
O	-7.549	-1.463	26.068	0.199	-0.03	-0.285
O	5.946	5.878	-5.867	0.167	-0.146	0.308
O	-2.243	0.514	-3.429	-0.45	-0.043	0.139
O	5.424	-0.047	-0.301	0.006	-0.178	0.018
O	-7.19	1.837	-1.363	0.16	-0.207	-0.384
O	6.132	-3.539	-5.241	0.064	0.22	-0.681
O	6.524	-4.041	24.362	0.238	0.33	0.077
O	1.243	-1.998	-3.824	0.08	-0.092	0.036
O	-0.692	-0.757	24.405	-0.25	-0.262	-0.109
O	-6.563	-3.78	25.476	0.353	0.243	-0.448
O	1.445	-1.63	23.227	0.335	-0.08	0.257
O	6.577	-0.227	26.006	-0.143	-0.389	-0.092
O	-5.312	-5.444	-0.447	0.323	-0.024	-0.528
O	-6.86	4.11	-2.645	-0.154	-0.024	-0.458
O	6.847	-6.21	22.928	0.426	0.228	0.1
O	3.457	-4.368	25.755	-0.369	0.08	-0.694
O	8.004	5.375	22.05	-0.007	0.153	0.005
O	-1.675	7.42	-1.516	0.151	-0.161	-0.326
O	-6.911	4.825	24.499	-0.304	-0.371	0.136
O	1.879	4.553	23.13	0.075	-0.094	0.429
O	-0.891	6.718	23.26	0.179	0.398	-0.073
O	-1.344	-6.645	-2.993	0.192	-0.016	0.307
O	4.418	5.882	-3.786	0.396	-0.166	0.224
O	-4.644	4.277	-1.198	0.266	0.048	-0.284
O	0.232	5.469	25.419	-0.073	-0.527	0.022
O	-7.167	-4.05	-1.603	-0.333	0.147	0.107
O	1.658	3.701	-1.174	0.277	-0.384	-0.057
O	3.334	6.102	-6.12	-0.05	0.083	0.291
O	-0.248	4.482	-5.711	-0.217	0.42	-0.169
O	4.712	-1.286	-5.555	-0.158	-0.309	-0.166
O	7.616	2.486	-3.566	0.118	0.291	-0.479
O	-6.831	-4.816	23.103	-0.038	-0.208	-0.002
O	6.613	-6.163	-5.676	0.33	-0.07	0.279
O	1.894	2.99	-6.09	-0.265	-0.073	0.197
O	-4.312	-6.909	23.03	-0.375	-0.17	0.137
O	-6.219	6.355	-1.431	0.001	0.179	-0.301
O	3.755	-3.303	-4.063	-0.363	0.416	0.337
O	-6.067	-0.007	-5.993	-0.328	0.126	0.447
O	2.887	-2.803	-0.367	-0.218	0.137	-0.476
O	3.52	6.677	-1.408	-0.033	0.411	0.024
O	-3.568	0.762	-5.511	-0.235	0.493	0.007
O	3.951	0.344	26.162	-0.173	0.189	-0.241
O	-3.601	-7.066	-5.77	-0.198	-0.117	-0.059
O	-2.066	6.375	25.652	-0.417	-0.052	-0.293
O	5.651	2.147	25.194	0.494	0.181	-0.055
O	2.926	0.09	-3.256	0.318	-0.368	-0.324
O	6.334	0.792	-5.316	0.453	0.139	-0.31
O	0.107	2.823	22.206	0.279	-0.22	0.563
O	-0.078	-5.395	-0.398	-0.101	-0.125	-0.282
O	-3.179	-3.157	-3.422	0.014	-0.102	-0.165
O	-0.137	-5.572	24.674	-0.326	-0.061	0.245
O	-3.883	4.161	-5.766	0.05	-0.438	0.246
O	-0.861	1.535	25.707	0.568	0.444	-0.002
O	-4.192	7.767	24.885	0.284	-0.153	-0.281
O	-5.585	2.648	25.172	0.259	-0.065	0.596
O	-4.287	-4.46	-5.491	-0.438	-0.097	-0.021
O	1.974	5.37	-3.179	-0.357	0.057	-0.061
O	0.309	0.325	-3.201	0.06	0.523	-0.559
O	-0.051	5.545	-0.464	0.353	-0.257	-0.334
O	6.515	3.477	23.049	0.385	-0.19	0.358
O	-4.723	5.386	-3.502	-0.22	0.104	-0.257
O	8.135	-0.024	22.097	-0.065	0.103	0.557
O	-3.198	-6.852	-1.092	0.144	0.183	-0.213
O	-4.716	3.928	23.104	-0.043	-0.484	0.241
O	1.41	-1.009	-1.367	-0.18	0.164	-0.138
O	-6.293	6.894	25.962	-0.205	0.384	0.48
O	-3.117	-6.258	25.454	0.37	0.046	0.089
O	2.69	7.964	-3.45	-0.241	0.058	-0.325
O	3.897	1.221	-6.154	-0.441	-0.204	0.249
O	-5.484	0.06	24.422	-0.198	-0.171	0.015
O	-5.575	7.731	-5.053	-0.317	0.357	0.232
O	0.249	-6.663	-5.077	-0.058	-0.119	0.019
O	0.124	3.504	-3.289	-0.114	-0.259	0.225
O	5.376	8.132	22.138	0.119	0.164	0.117
O	-5.779	-3.403	-3.736	0.12	0.107	0.244
O	4.38	3.781	-5.542	0.157	-0.443	0.113
O	-1.008	-0.029	-5.818	0.415	0.411	-0.121
O	5.085	1.666	-3.244	-0.163	0.454	0.053
O	1.145	7.484	-6.217	-0.107	-0.256	0.637
O	2.716	5.709	25.494	0.371	0.308	0.169
O	-2.593	-5.337	22.073	-0.038	-0.035	0.314
O	-7.724	1.065	25.122	-0.476	0.241	-0.237
O	-1.722	1.299	23.153	-0.347	-0.244	-0.015
O	-3.74	-1.744	-1.288	-0.021	0.22	-0.399
O	-4.304	-1.884	25.728	0.202	-0.405	-0.142
O	-0.186	-4.282	-3.711	-0.046	0.002	0.579
O	-8.001	-2.226	-3.337	0.083	0.422	-0.286
O	4.199	-6.872	-1.89	0.116	-0.455	0.297
O	6.679	-6.381	-1.287	0.359	0.16	-0.397
O	-2.002	-3.91	25.293	-0.379	0.448	-0.287
O	-5.441	-2.8	22.173	0.025	0.009	0.372
O	-0.041	8.131	25.206	-0.162	0.122	0.015
O	5.686	-6.418	25.32	-0.429	-0.283	-0.136
O	-0.785	-3.648	22.954	0.033	0.296	0.087
O	1.663	-3.998	-5.405	-0.045	-0.123	-0.314
O	7.585	6.656	25.557	-0.304	0.224	-0.397
O	-2.744	2.704	-0.385	0.053	0.242	-0.278
O	3.781	-5.389	-5.644	0.63	-0.342	0.109
O	2.687	2.754	-3.318	0.162	0.226	-0.768
O	4.559	-3.571	22.727	-0.063	0.07	0.169
O	7.226	0.115	-2.892	0.508	0.288	0.387
O	-6.048	5.388	-6.358	-0.203	-0.197	-0.039
O	-4.28	-1.82	-5.347	0.19	-0.028	-0.179
O	-5.646	-6.236	25.097	-0.311	0.053	0.365
O	4.248	4.107	24.163	-0.111	0.217	0.277
O	-1.314	-1.585	-2.254	0.393	-0.183	0.12
O	2.494	-5.61	-3.396	-0.201	0.266	-0.163
O	-0.455	-2.529	-5.84	-0.352	-0.556	0.051
O	-1.527	2.398	-5.069	0.25	0.092	-0.587
O	1.541	-0.617	25.756	-0.295	0.086	-0.123
O	-5.483	0.031	-0.47	0.139	-0.211	-0.358
O	-8.111	-4.736	-4.039	0.144	-0.353	-0.303
O	-3.004	0.285	25.155	-0.136	0.306	0.556
O	1.09	-7.222	23.05	-0.181	-0.535	0.053
O	5.69	-1.936	-3.182	-0.369	0.194	0.442

Results
total energy: -101656.281 eV
total energy less fixed offsets of O -438.25, Si -107.07 eV per atom: -3.081 eV
